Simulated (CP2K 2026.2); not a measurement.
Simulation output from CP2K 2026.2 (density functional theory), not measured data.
Periodic cell of 501 atoms, Si360O141, from a study of silicon, its oxide and their interface. The atomic structure is a simulated model.
Doubt: the forces sum to 3.43 eV/angstrom along one axis rather than to zero, so they err by at least 0.0068 eV/angstrom per atom on average; the grid cutoff is modest.

Settings
functional: PBE
method: Gaussian and plane waves
basis set: DZVP-MOLOPT-SR-GTH
pseudopotentials: GTH-PBE
grid cutoff: 300 Ry, relative cutoff 40 Ry
k points: Gamma only
occupations: fixed
spin: none
net charge: 0

Cell vectors (angstrom)
a	16.32	0	0
b	0	16.32	0
c	-6.2575	-4.6747	33.6072

Atoms and the computed forces on them: element, x, y, z (angstrom), force x, y, z (eV/angstrom)
Si	3.662	-4.999	-4.763	0.033	0.05	0.121
Si	-9.09	-1.322	-3.025	0.058	-0.061	0.008
Si	3.187	8.578	1.681	0.251	0.256	0.547
Si	-6.686	2.766	-5.051	-0.037	0.158	0.081
Si	-4.288	7.094	-3.365	-0.061	0.03	0.07
Si	0.744	0.081	-0.597	-0.385	-0.096	0.508
Si	-10.851	-5.876	-0.817	-0.345	-0.058	0.638
Si	3.09	-1.906	-0.31	-0.392	-0.415	0.467
Si	-9.263	1.605	-3.79	0.012	-0.088	0.02
Si	4.91	5.063	1.555	-0.16	-0.214	0.528
Si	4.74	-3.236	-2.395	0.05	-0.039	0.006
Si	4.889	10.291	1.47	-0.036	-0.028	-0.02
Si	-6.729	-0.663	-1.286	-0.008	-0.026	0.108
Si	-3.223	1.556	-0.686	-0.054	0.016	0.095
Si	-2.363	2.304	-6.876	0.164	-0.128	-0.114
Si	-8.271	-7.513	-0.767	0.179	-0.197	0.71
Si	-5.87	-5.877	-0.709	-0.154	-0.072	0.581
Si	-2.427	-3.024	-0.908	0.269	0.325	0.62
Si	-0.364	-0.442	1.43	0.01	0.004	0.002
Si	1.687	2.985	-1.278	0.064	-0.037	0.052
Si	-0.608	5.015	1.515	-0.054	0.031	-0.039
Si	3.626	5.92	-2.991	-0.014	0.09	-0.027
Si	0.53	-5.045	1.339	0.09	0.28	0.538
Si	2.194	-3.236	1.404	0.043	0.011	0.029
Si	3.136	3.383	1.432	0.212	0.165	0.566
Si	-7.988	2.775	1.57	-0.276	-0.023	0.686
Si	-8.606	6.018	-1.923	-0.509	-0.359	0.167
Si	-7.818	8.633	1.548	-0.016	-0.015	-0.056
Si	3.63	-7.481	-2.871	0.009	-0.02	0.127
Si	-10.768	-0.284	0.607	0.005	0.086	0.023
Si	-5.325	0.055	1.299	0.042	-0.076	0.66
Si	-2.188	3.21	1.591	0.114	0.131	0.597
Si	-4.859	5.929	1.557	0.035	0.294	0.536
Si	-3.356	7.783	1.422	-0.025	0.011	-0.061
Si	-6.194	-5.883	1.584	-0.032	0.049	0.061
Si	-2.05	-2.206	1.3	0.039	-0.023	0.01
Si	-1.293	1.337	2.73	-0.014	0.013	-0.005
Si	1.295	4.173	2.683	-0.01	-0.005	0.027
Si	-1.522	6.849	2.665	-0.001	0.013	0.016
Si	1.412	9.616	2.778	-0.013	-0.012	-0.057
Si	-1.237	-4.027	2.599	-0.021	-0.061	-0.065
Si	1.282	-1.492	2.75	0	0.031	-0.029
Si	3.997	1.55	2.706	-0.482	0.31	0.321
Si	6.717	4.052	2.737	0.018	0.021	-0.033
Si	4.092	6.805	2.902	-0.01	-0.082	-0.012
Si	6.712	9.506	2.789	-0.006	0.007	0.006
Si	3.983	12.137	2.651	-0.011	0.008	-0.062
Si	-9.07	-1.708	2.612	-0.242	0.048	0.704
Si	-6.641	1.341	2.794	0.02	0.003	-0.056
Si	-3.956	4.173	2.833	-0.003	-0.036	-0.046
Si	-6.753	6.853	2.694	0.047	-0.077	-0.088
Si	-4.301	-6.808	2.733	-0.03	0.042	-0.007
Si	-7.007	-4.042	2.856	0.38	-0.396	0.197
Si	-3.957	-1.395	2.564	-0.011	-0.01	-0.08
Si	-2.747	0.026	4.053	-0.017	-0.008	-0.055
Si	0.105	2.673	4.082	-0.032	0.034	-0.03
Si	-2.678	5.51	4.237	0.027	0.053	-0.013
Si	-0.054	8.195	3.971	0.037	-0.03	-0.034
Si	-2.735	-5.42	3.888	0.011	0.04	-0.031
Si	-0.017	-2.775	4.19	0.019	-0.017	-0.042
Si	2.686	0.002	3.959	0.049	0.012	-0.017
Si	5.416	2.722	4.17	-0.012	0.002	-0.022
Si	2.602	5.502	4.147	0.045	-0.011	-0.011
Si	5.512	8.093	4.22	0.011	0.042	-0.026
Si	2.733	10.898	4.213	0.045	0.03	-0.024
Si	5.462	-2.748	3.875	0.042	0.021	-0.025
Si	-8.059	-0.074	4.027	-0.06	0.003	0.021
Si	-5.357	2.771	4.112	-0.009	-0.016	0.035
Si	-8.166	5.457	4.006	-0.021	-0.011	0.01
Si	-5.499	8.153	4.211	0.01	0.019	-0.03
Si	-8.31	-5.435	4.213	0.037	0.022	-0.063
Si	-5.352	-2.761	3.977	-0.059	0.02	-0.031
Si	-1.398	-1.351	5.44	-0.032	-0.02	-0.048
Si	1.402	1.313	5.449	0.035	-0.002	0.044
Si	-1.287	4.059	5.451	0.015	0.024	-0.024
Si	1.265	6.869	5.459	0.008	0.006	0.009
Si	-1.403	9.555	5.337	0.006	-0.011	0.02
Si	1.363	12.237	5.541	0.001	-0.013	0.014
Si	4.115	-1.36	5.278	-0.02	-0.011	0.039
Si	6.835	1.29	5.391	-0.002	-0.014	-0.005
Si	4.023	4.109	5.464	-0.017	0.008	0.009
Si	-9.446	6.753	5.516	0.007	-0.039	0.007
Si	4.1	9.494	5.502	0.007	0.006	-0.003
Si	6.692	-4.026	5.476	-0.008	0.019	0.036
Si	-6.706	-1.394	5.403	0.015	0.005	0.028
Si	-4.052	1.373	5.464	-0.007	0.026	0.007
Si	-6.806	4.099	5.4	0.007	0.037	0.018
Si	-4.103	6.82	5.543	0.001	-0.019	0.037
Si	-6.87	-6.791	5.506	0.002	-0.036	-0.009
Si	-4.037	-4.106	5.367	-0.046	-0.008	0.023
Si	-0.007	-0.011	6.79	0.03	0.022	0.023
Si	2.729	2.697	6.818	-0.013	0.019	-0.002
Si	0.001	5.446	6.831	0.003	0.003	0.011
Si	2.69	8.163	6.822	0.005	0.01	0.014
Si	-0.04	10.853	6.799	-0.015	-0.022	-0.011
Si	2.766	-2.674	6.766	0.046	0.019	-0.02
Si	5.45	-0.042	6.738	-0.028	-0.025	-0.008
Si	-8.153	2.696	6.751	0.014	0.037	-0.032
Si	-10.886	5.426	6.817	-0.027	0.009	0.002
Si	8.159	-8.168	6.882	0.008	-0.016	0.018
Si	5.411	-5.426	6.854	-0.017	0.02	0.006
Si	-8.146	-2.708	6.761	-0.012	-0.01	-0.006
Si	-5.42	-0.002	6.798	-0.009	-0.014	0
Si	-2.68	2.721	6.806	0.005	0.021	0.008
Si	-5.469	5.427	6.83	-0.004	-0.004	0.006
Si	-2.712	8.213	6.801	0.015	0.008	-0.009
Si	-5.437	-5.419	6.769	0.039	-0.007	-0.006
Si	-2.742	-2.727	6.784	0.007	-0.018	0.013
Si	-1.367	1.355	13.584	-0.009	0.008	-0.001
Si	1.357	4.05	13.6	0.016	0	0.007
Si	-1.372	6.789	13.586	0.005	0.008	-0.006
Si	1.363	9.541	13.588	-0.02	-0.004	-0.002
Si	-1.359	-4.062	13.594	-0.001	-0.019	-0.009
Si	1.363	-1.36	13.596	0.011	0.008	0.007
Si	4.081	1.335	13.61	0.011	-0.01	-0.01
Si	-9.513	4.071	13.605	-0.003	0.013	-0.002
Si	4.099	6.8	13.579	-0.011	0	-0.008
Si	6.82	-6.809	13.587	0.005	-0.019	0.004
Si	4.094	-4.071	13.587	0.013	-0.004	-0.004
Si	6.788	-1.358	13.615	-0.014	0.013	-0.007
Si	-6.792	1.363	13.602	0	0	-0.002
Si	-4.108	4.078	13.59	-0.011	0.009	-0.004
Si	-6.8	6.797	13.604	0	-0.012	0.002
Si	-4.084	9.529	13.607	0.005	-0.002	0.002
Si	-6.808	-4.076	13.611	0.001	0.013	0.004
Si	-4.074	-1.35	13.598	-0.003	-0.006	-0.005
Si	-2.73	0.022	14.965	-0.002	-0.009	0
Si	-0.012	2.686	14.966	0.006	-0.003	0.014
Si	-2.747	5.433	14.941	-0.004	0.003	-0.002
Si	-0.015	8.172	14.912	-0.002	-0.018	0.004
Si	-2.721	-5.415	14.949	0.014	0.021	-0.005
Si	-0.004	-2.702	14.961	-0.017	-0.012	-0.013
Si	2.726	-0.031	14.978	0.009	0.016	0.003
Si	5.452	2.693	14.953	-0.007	-0.01	-0.004
Si	2.742	5.427	14.914	0.014	0.023	-0.002
Si	5.48	8.139	14.947	0.01	0.003	-0.006
Si	2.741	10.896	14.946	0.001	-0.004	-0.002
Si	5.431	-2.721	14.981	-0.001	0.005	0.005
Si	-8.162	0.013	14.952	0.006	0.004	-0.006
Si	-5.452	2.726	14.981	-0.011	0.01	0.003
Si	-8.151	5.428	14.969	-0.002	-0.002	0.004
Si	-5.445	8.168	14.966	0.001	0.005	0
Si	-8.165	-5.446	14.972	-0.013	-0.019	0.003
Si	-5.433	-2.712	14.952	0.002	0.001	0.001
Si	-1.375	-1.339	16.322	0.004	-0.002	-0.008
Si	1.354	1.315	16.33	-0.005	-0.021	0.002
Si	-1.412	4.048	16.291	-0.004	0.008	0.014
Si	1.36	6.798	16.218	0.011	0.009	-0.018
Si	-1.364	-6.789	16.283	-0.019	-0.001	-0.008
Si	1.383	-4.053	16.301	0.013	0.017	0.005
Si	4.071	-1.385	16.377	-0.01	-0.008	0.006
Si	-9.511	1.354	16.341	-0.011	0.029	0.002
Si	4.099	4.069	16.283	-0.015	0.006	-0.017
Si	-9.486	6.787	16.344	-0.016	0.011	0.004
Si	4.126	9.52	16.272	0	-0.028	0.001
Si	-9.528	-4.084	16.333	0.005	0.006	0.009
Si	-6.795	-1.34	16.291	-0.009	-0.002	-0.015
Si	-4.088	1.379	16.345	0.004	0.01	0.015
Si	-6.833	4.057	16.362	-0.008	-0.018	-0.002
Si	-4.089	6.8	16.317	0.016	-0.002	0.009
Si	-6.784	9.538	16.343	0.003	0.009	0.001
Si	-4.071	-4.056	16.322	0.002	-0.017	-0.015
Si	0	-0.046	17.726	0.021	0.007	-0.019
Si	2.705	2.734	17.62	0.042	0.014	-0.005
Si	-0.035	5.461	17.538	-0.011	-0.003	-0.026
Si	2.761	8.118	17.549	-0.004	-0.023	-0.014
Si	0.037	-5.444	17.604	0	0	0.019
Si	2.684	-2.725	17.766	0.001	-0.004	-0.026
Si	5.47	-0.023	17.696	0.01	-0.015	0.012
Si	-8.196	2.703	17.769	0.001	0.023	-0.016
Si	5.498	5.362	17.671	0.017	-0.019	0.008
Si	-8.132	8.172	17.71	0.016	-0.017	-0.002
Si	5.416	10.884	17.7	0.001	-0.002	0.046
Si	-8.116	-2.723	17.638	-0.019	-0.021	0.002
Si	-5.486	0.032	17.677	-0.006	-0.007	0.006
Si	-2.726	2.71	17.743	0.012	-0.005	0.016
Si	-5.451	5.429	17.674	-0.023	0.023	-0.016
Si	-2.739	-8.121	17.654	-0.003	-0.003	0.005
Si	-5.41	-5.409	17.698	0.006	-0.001	-0.024
Si	-2.748	-2.668	17.688	-0.032	0.014	-0.012
Si	-1.324	1.33	19.087	-0.02	0.015	0.003
Si	1.257	4.092	18.894	0.005	-0.015	-0.01
Si	-1.33	6.829	18.921	0.029	0.001	-0.011
Si	1.449	-6.829	18.891	-0.027	-0.006	-0.033
Si	-1.333	-4.073	18.926	-0.023	-0.005	-0.006
Si	1.303	-1.397	19.179	0.015	-0.045	0.021
Si	4.095	1.406	18.966	0.007	0.022	-0.011
Si	-9.522	4.06	19.189	0.028	-0.004	-0.027
Si	4.069	6.716	18.897	-0.034	0.009	0.003
Si	-9.486	9.568	19.042	0.026	-0.022	0.037
Si	4.006	-4.144	19.116	-0.027	-0.03	0.012
Si	6.849	-1.434	19.028	-0.051	0.058	-0.019
Si	-6.846	1.32	19.119	-0.026	-0.018	-0.001
Si	-4.133	4.088	19.073	0.018	0.047	0.053
Si	-6.762	6.793	19.07	-0.012	0.041	0.008
Si	-4.089	-6.791	19.071	-0.018	-0.004	-0.049
Si	-6.725	-3.995	19.04	0.032	0.007	0.016
Si	-4.136	-1.278	19.054	-0.004	-0.031	0.008
Si	-2.721	0.011	20.435	0.013	-0.051	0.017
Si	-0.017	2.789	20.396	0.039	-0.035	-0.025
Si	-2.712	5.544	20.279	-0.044	0.023	-0.006
Si	0.102	8.169	20.221	-0.047	-0.017	-0.024
Si	-2.641	-5.422	20.309	-0.026	0.025	0.005
Si	-0.071	-2.875	20.515	0.018	0.04	0.087
Si	2.688	0.139	20.335	-0.046	0.042	0.036
Si	5.372	2.676	20.52	-0.01	0.013	0.012
Si	2.66	5.377	20.223	0.092	-0.045	-0.029
Si	5.399	8.099	20.2	0.073	-0.02	0.032
Si	2.639	-5.576	20.479	0.036	0.059	0.081
Si	5.449	-2.777	20.359	0.026	0.008	0.018
Si	-8.174	-0.107	20.493	-0.023	0.037	0.015
Si	-5.502	2.707	20.47	-0.025	0.017	0.079
Si	-8.09	5.467	20.494	-0.055	-0.026	-0.012
Si	-5.423	-8.166	20.46	0.019	-0.007	0.023
Si	-8.064	-5.341	20.373	-0.038	0.048	0.102
Si	-5.431	-2.634	20.505	-0.008	0	-0.016
Si	-1.921	-1.897	21.636	-0.09	-0.211	-0.615
Si	1.776	1.914	21.655	0.25	0.178	-0.573
Si	-1.434	4.183	21.669	-0.054	-0.011	0.094
Si	1.424	6.793	21.607	-0.019	0.018	0.057
Si	-0.968	-6.54	21.536	0.035	0.044	0.064
Si	-9.582	6.861	21.651	0.338	0.36	-0.316
Si	4.242	-1.134	21.5	-0.01	-0.047	-0.706
Si	-9.834	0.969	21.763	0.075	0.224	-0.79
Si	3.499	3.658	21.598	-0.095	-0.242	-0.482
Si	5.815	-6	22.813	0.063	0.037	0.007
Si	-2.775	-1.467	24.427	0.003	0.007	-0.081
Si	6.755	-4.155	21.762	-0.207	-0.292	-0.493
Si	-6.746	-1.273	22.009	0.056	-0.036	0.078
Si	-3.99	1.488	21.812	0.034	0.038	0.055
Si	-6.676	4.201	21.923	0.319	0.26	-0.49
Si	-3.825	6.991	21.777	0.005	0.068	-0.044
Si	-6.839	-6.805	21.768	-0.375	-0.193	-0.339
Si	-3.608	-3.692	21.587	0.148	0.181	-0.505
Si	-1.899	-6.897	25.819	0.083	-0.074	-0.11
Si	-1.438	-3.753	25.685	-0.028	-0.027	-0.077
Si	1.339	0.783	24.588	-0.011	-0.004	-0.028
Si	-1.743	-0.292	-5.423	0.022	-0.023	0.021
Si	-0.409	4.157	-5.479	-0.039	0.121	-0.01
Si	-5.568	2.138	-2.301	-0.019	-0.008	0.177
Si	-9.613	1.938	-0.882	-0.072	-0.015	0.073
Si	-0.902	-5.814	-1.34	0.035	0.045	0.088
Si	2.006	7.429	-1.068	0.042	0.068	0.032
Si	-6.377	4.536	-0.41	0.201	-0.092	0.03
Si	4.448	5.779	23.494	-0.446	0.603	-0.187
Si	-6.418	1.458	25.742	0.007	0.011	-0.068
Si	-7.999	-3.195	-5.201	0.037	0.033	-0.073
Si	-3.384	-2.478	-6.616	0.013	-0.072	0.03
Si	4.064	-7.029	21.696	-0.07	-0.032	0.05
Si	-10.297	-4.385	-6.52	-0.121	0.068	0.052
Si	0.783	-4.764	21.76	-0.038	-0.048	-0.017
Si	-7.599	-2.724	23.716	0.147	0.435	-0.294
Si	0.467	4.7	25.692	-0.045	-0.061	-0.048
Si	-0.22	5.475	-0.736	-0.115	-0.171	0.625
Si	2.333	3.551	-4.24	0.014	0.17	0.188
Si	-7.225	7.361	-7.174	-0.05	0.026	-0.037
Si	-4.795	5.207	22.994	0.006	-0.042	0.037
Si	-0.163	5.692	22.878	0.047	-0.023	-0.673
Si	0.213	-1.41	-7.278	0.077	0.081	-0.051
Si	1.074	-4.344	24.064	-0.005	-0.14	-0.61
Si	-5.167	0.024	23.18	-0.098	0.047	-0.667
Si	4.896	-2.38	25.991	0.076	-0.062	0.005
Si	-8.764	-7.652	22.884	-0.005	0.027	-0.078
Si	-2.038	-8.116	22.994	-0.126	0.068	-0.687
Si	4.967	2.783	-5.503	-0.013	0.031	-0.035
Si	-1.499	-0.516	-2.324	-0.07	0.004	-0.128
Si	-5.216	-3.297	-1.918	-0.079	-0.016	0.044
Si	-2.327	3.28	26.154	-0.091	0.014	-0.106
Si	2.408	-6.716	25.445	0.015	-0.117	-0.057
Si	3.024	7.676	23.089	0.342	-0.262	-0.517
Si	5.228	-5.337	24.945	0.089	-0.16	-0.56
Si	-5.277	-4.941	23.774	0.068	-0.016	0.014
Si	-5.5	6.151	25.019	0.248	-0.225	-0.517
Si	-6.944	5.833	-4.463	0.142	-0.028	0.04
Si	1.124	-7.672	-6.511	0.021	-0.035	0
Si	-3.165	3.373	23.057	-0.151	0.132	-0.599
Si	-3.522	-6.823	-5.211	0.073	-0.025	0.117
Si	-3.381	-7.645	-0.782	-0.076	-0.311	0.552
Si	-5.155	-4.112	-4.827	-0.057	0.062	-0.003
Si	2.813	-1.849	24.097	-0.032	-0.054	0.008
Si	2.015	-3.634	-6.612	-0.021	0.008	-0.046
Si	-1.304	0.511	26.313	0.082	-0.088	-0.011
Si	-8.598	2.657	24.03	0.128	0.037	0.012
Si	-0.659	-7.206	-3.99	-0.031	-0.024	-0.063
Si	-1.568	6.139	-3.316	-0.016	0.013	0.009
Si	-7.899	-8.064	24.976	-0.246	0.052	-0.47
Si	-10.789	4.17	25.617	-0.028	0.126	0.032
Si	-10.505	4.86	-1.282	0.536	0.364	-0.068
Si	-1.341	1.357	8.166	0.003	0.001	0.006
Si	1.372	4.076	8.173	0.011	0.004	0.001
Si	-1.371	6.818	8.163	-0.008	-0.008	0.002
Si	1.333	9.518	8.178	-0.005	0	0.005
Si	-1.377	-4.08	8.151	0.01	0.004	0.003
Si	1.38	-1.35	8.138	-0.004	-0.008	-0.003
Si	4.109	1.33	8.135	0.008	-0.002	0.004
Si	-9.52	4.044	8.142	-0.013	-0.024	-0.016
Si	4.071	6.796	8.168	-0.013	0.002	-0.001
Si	6.786	-6.79	8.194	0.013	0	0.01
Si	4.061	-4.053	8.177	-0.006	-0.009	0.004
Si	-9.507	-1.362	8.135	0.017	0.015	0.006
Si	-6.796	1.359	8.141	-0.005	-0.011	0.003
Si	-4.074	4.07	8.154	-0.006	0.012	0.008
Si	-6.794	6.791	8.207	0.005	0.012	0.015
Si	-4.081	-6.766	8.158	-0.019	-0.016	0.003
Si	-6.799	-4.069	8.137	-0.006	-0.006	0.009
Si	-4.081	-1.367	8.162	-0.003	-0.003	0.004
Si	-2.711	-0.005	9.512	0.006	-0.006	0.005
Si	0.004	2.722	9.528	-0.006	0.003	0.002
Si	-2.731	5.45	9.516	-0.01	0.016	0.001
Si	-0.006	8.151	9.542	0.018	-0.008	-0.004
Si	-2.729	-5.422	9.533	-0.011	0.009	-0.002
Si	0.011	-2.72	9.491	0.011	-0.006	-0.003
Si	2.73	0.001	9.507	-0.009	0.006	-0.006
Si	-10.868	2.691	9.514	0.008	-0.01	0.015
Si	2.73	5.428	9.536	0.018	-0.017	0.006
Si	5.424	-8.158	9.533	-0.02	0.015	0.001
Si	2.698	-5.424	9.522	-0.02	0.025	0
Si	-10.864	-2.717	9.515	0.011	-0.02	-0.007
Si	-8.163	0.006	9.506	-0.017	0.005	0.009
Si	-5.435	2.71	9.51	0.009	-0.008	0.002
Si	-8.173	5.417	9.517	0.001	0.014	-0.012
Si	-5.424	-8.147	9.523	0.003	-0.017	0.006
Si	-8.145	-5.432	9.52	0.013	-0.015	0.001
Si	-5.453	-2.714	9.519	-0.018	0.011	0.007
Si	-1.347	-1.363	10.863	0.004	-0.003	-0.009
Si	1.37	1.356	10.874	0.014	0.013	0.002
Si	-1.369	4.083	10.874	0	-0.004	-0.007
Si	1.363	6.79	10.893	-0.002	-0.002	0.001
Si	-1.368	9.526	10.885	-0.001	-0.007	0.005
Si	1.351	-4.067	10.879	-0.003	-0.017	0
Si	4.087	-1.36	10.869	0.004	0.008	0.003
Si	-9.513	1.351	10.887	-0.002	0.004	0.011
Si	-12.229	4.056	10.88	-0.004	0.009	0.002
Si	6.797	-9.531	10.874	-0.004	-0.014	-0.004
Si	4.07	-6.786	10.879	-0.01	-0.004	-0.007
Si	-9.508	-4.076	10.88	0.005	0.005	0.007
Si	-6.81	-1.353	10.879	0.003	-0.005	0.008
Si	-4.079	1.352	10.871	-0.006	-0.007	0.006
Si	-6.802	4.07	10.87	-0.012	0.005	0.006
Si	-4.081	6.807	10.884	-0.004	0.006	0.001
Si	-6.79	-6.796	10.88	0.006	-0.003	-0.007
Si	-4.092	-4.067	10.888	0.005	0.003	0.009
Si	0.005	-0.003	12.23	0.003	-0.006	-0.007
Si	2.727	2.699	12.244	-0.008	-0.006	0.007
Si	-0.001	5.424	12.244	-0.003	-0.001	0.007
Si	2.722	8.168	12.24	0.016	0.009	0.004
Si	-0.006	10.895	12.235	0.009	0.018	0.004
Si	2.724	-2.716	12.232	-0.007	-0.008	-0.007
Si	5.439	-0.009	12.239	-0.001	-0.003	-0.003
Si	-8.152	2.717	12.241	0.01	0.002	0
Si	-10.87	5.424	12.234	-0.001	0.001	-0.004
Si	8.169	-8.17	12.227	-0.003	0.008	-0.01
Si	5.451	-5.44	12.236	-0.002	-0.005	-0.008
Si	-8.165	-2.712	12.251	-0.005	-0.004	0.005
Si	-5.44	0.001	12.236	-0.003	0.002	0.001
Si	-2.731	2.721	12.235	-0.004	0.01	-0.004
Si	-5.453	5.443	12.229	0.006	0.002	-0.007
Si	-2.727	8.166	12.244	-0.001	-0.018	-0.001
Si	-5.445	-5.432	12.249	-0.012	-0.016	0.005
Si	-2.716	-2.705	12.232	0.011	0.011	0.003
O	-1.674	-4.394	-1.331	0.123	0.04	-0.041
O	2.866	3.128	-0.177	0.116	-0.303	-0.353
O	-8.555	1.886	0.326	0.106	-0.549	-0.205
O	-8.957	-3.323	23.056	-0.191	0.298	0.178
O	-8.136	2.12	-4.801	-0.187	-0.095	-0.337
O	2.165	-7.734	-2.197	-0.557	0.33	-0.298
O	5.33	1.614	-6.556	0.212	-0.084	0.266
O	-8.222	5.741	-3.472	-0.621	-0.188	-0.09
O	4.519	-1.471	0.316	0.145	-0.411	0.031
O	-9.278	-6.246	-0.932	0.42	0.554	-0.141
O	-4.273	0.92	0.379	0.316	0.377	0.031
O	-6.424	-0.656	0.306	-0.181	-0.448	0.017
O	-2.489	2.8	0.021	0.239	0.319	-0.464
O	-5.025	5.296	0.029	0.397	-0.042	-0.452
O	-6.222	-4.479	-1.464	-0.66	0.041	-0.221
O	0.503	4.81	24.081	0.336	-0.367	0.063
O	-10.534	0.614	-0.728	-0.426	-0.079	-0.545
O	-9.447	-1.005	1.187	0.229	0.187	-0.241
O	-8.034	-2.918	2.193	0.078	-0.057	-0.384
O	-7.233	-6.624	25.374	-0.336	0.456	-0.104
O	5.342	-0.132	22.199	0.047	0.093	0.53
O	-7.581	3.542	23.135	0.046	0.232	0.297
O	-6.208	3.387	-1.509	-0.332	0.001	-0.046
O	-7.843	-2.444	-6.62	0.2	0.42	-0.061
O	0.217	-5.69	-0.161	0.256	-0.158	-0.53
O	-1.1	6.927	23.462	-0.01	-0.17	0.15
O	-4.333	-6.33	-0.969	0.21	0.431	0.004
O	-4.272	-7.948	-4.338	-0.373	0.201	-0.01
O	1.631	-0.78	24.313	-0.341	-0.122	-0.012
O	1.694	3.805	26.218	0.102	-0.004	0.225
O	-4.263	-1.178	23.858	-0.152	-0.317	0.195
O	2.748	5.125	-4.09	-0.015	0.117	-0.698
O	-8.876	7.604	-1.672	-0.169	0.02	-0.285
O	1.242	-5.726	24.904	-0.263	-0.266	0.418
O	-8.084	-2.156	-3.975	0.54	0.049	0.083
O	4.928	5.571	25.038	0.187	0.525	0.344
O	-1.014	7.654	-3.395	0.205	-0.085	0.501
O	-5.739	0.981	24.363	0.311	0.079	-0.004
O	3.301	-1.922	22.569	-0.074	-0.452	-0.008
O	4.668	-5.097	-6.02	-0.129	-0.292	-0.303
O	-3.94	7.587	-1.856	0.146	-0.13	0.058
O	-3.11	6.067	-3.779	-0.112	-0.561	-0.33
O	2.518	1.415	25.487	0.297	0.014	-0.059
O	-6.477	-3.878	23.818	-0.101	0.101	-0.071
O	-4.018	-3.311	-0.84	-0.136	-0.436	0.449
O	-6.826	-7.036	-1.359	0.199	-0.326	-0.691
O	-10.46	3.305	-0.8	-0.236	-0.135	-0.018
O	3.529	-6.419	-4.048	-0.012	-0.181	-0.098
O	2.788	6.127	-1.625	-0.058	-0.453	0.354
O	-4.343	7.119	25.646	0.633	0.119	-0.032
O	-4.72	-3.03	-5.935	-0.342	0.164	-0.22
O	2.443	-8.037	24.506	-0.392	-0.203	0.224
O	-1.894	-7.06	-1.043	0.207	-0.22	0.292
O	-10.018	-6.035	25.913	0.389	0.086	0.121
O	5.257	-3.75	25.228	0.331	0.083	-0.344
O	2.699	7.972	0.254	-0.128	-0.243	-0.138
O	-0.563	-7.742	26.192	0.467	0.189	-0.101
O	-2.399	-0.298	25.456	-0.227	0.333	0.374
O	3.263	-2.63	-6.689	-0.005	0.434	0.351
O	-4.964	-5.431	25.3	0.194	0.214	0.171
O	-3.967	-4.279	23.098	0.421	-0.095	0.331
O	-0.275	-6.163	-2.797	0.187	0.496	-0.222
O	-5.684	2.372	-3.868	0.417	-0.169	-0.235
O	5.432	4.236	-6.069	0.302	0.159	0.273
O	-5.752	-6.177	22.843	0.325	-0.22	0.15
O	-10.546	5.879	22.554	0.041	-0.419	0.052
O	-7.882	-2.324	25.277	0.141	0.01	0.288
O	-3.522	-7.235	-6.765	0.366	-0.02	-0.182
O	-4.66	-3.599	-3.388	0.663	0.002	0.116
O	-8.278	-0.934	-1.669	-0.541	-0.139	0.216
O	3.72	4.366	23.081	-0.321	-0.347	0.371
O	-6.825	7.061	24.794	-0.035	-0.186	-0.058
O	-6.73	4.381	-5.152	-0.074	0.06	-0.236
O	0.733	7.183	-7.047	0.247	-0.18	0.174
O	-9.506	0.012	-3.847	-0.463	-0.207	-0.231
O	5.247	5.639	0.038	0.09	0.315	-0.342
O	-5.865	5.045	26.14	-0.481	0.271	0.078
O	4.255	-3.889	-3.773	-0.033	0.186	-0.211
O	-8.825	1.971	-2.281	0.481	0.037	0.049
O	-1.702	-1.437	23.209	0.459	0.379	0.407
O	0.718	-2.703	-6.453	-0.101	-0.323	0.569
O	2.243	-0.532	-0.496	0.345	0.201	0.051
O	3.775	-5.9	25.325	-0.021	0.243	-0.068
O	-6.153	2.046	-6.375	-0.324	-0.234	0.214
O	2.747	-7.59	-6.648	0.369	0.183	0.518
O	0.833	1.672	-0.882	-0.443	0.154	0.102
O	5.021	0.704	1.752	0.234	-0.034	0.235
O	-2.439	-7.308	24.349	-0.537	0.515	0.193
O	-3.811	2.988	-7.098	-0.242	0.517	0.136
O	0.931	3.408	-5.008	0.042	-0.319	-0.385
O	2.198	-4.575	-5.314	-0.586	-0.395	0.284
O	-0.301	-3.643	24.545	-0.245	0.302	-0.192
O	-7.363	5.672	-0.951	0.184	0.143	0.437
O	-2.585	0.822	-6.239	-0.3	-0.105	-0.141
O	2.3	2.863	-2.771	0.34	-0.467	-0.053
O	-6.767	-4.209	-4.925	-0.314	-0.463	-0.242
O	-9.101	1.402	23.15	-0.192	-0.274	0.303
O	-5.688	6.311	-3.546	0.021	-0.438	0.254
O	-10.602	2.423	-4.127	-0.166	0.08	0.425
O	-0.733	5.223	-4.328	0.171	0.061	0.284
O	-0.273	4.854	-6.917	0.322	-0.142	-0.102
O	4.302	3.239	26.076	0.095	-0.061	-0.188
O	-2.72	-2.901	25.178	-0.399	-0.136	0.257
O	2.285	-3.333	24.459	0.221	0.003	0.27
O	-3.999	2.09	-1.98	0.485	0.141	-0.204
O	-6.27	0.75	-1.901	-0.095	-0.03	0.028
O	0.503	6.947	-0.794	-0.263	0.35	0.151
O	-1.448	5.6	-1.791	-0.672	-0.156	0.25
O	-2.167	0.471	-1.224	0.28	-0.151	0.293
O	-1.572	3.075	-5.705	-0.125	-0.434	0.582
O	3.393	2.797	-5.183	-0.186	-0.307	-0.243
O	-1.989	-6.631	-4.734	0.023	0.415	-0.21
O	-5.872	-1.842	-1.955	-0.099	0.28	-0.435
O	4.866	4.978	-2.589	-0.087	-0.246	-0.6
O	-1.629	0.026	-3.838	-0.126	0.216	0.055
O	0.71	4.262	-1.272	-0.214	0.001	-0.548
O	0.627	6.205	26.241	0.644	0.371	-0.218
O	-4.417	-5.501	-5.082	-0.045	-0.04	0.016
O	-10.414	-2.154	-2.65	0.017	0.003	0.224
O	-2.171	-1.969	-2.127	0.08	-0.162	-0.582
O	1.26	1.556	23.174	-0.303	0.234	0.167
O	4.103	7.397	-3.476	0.241	-0.134	-0.237
O	-7.228	6.906	-5.626	-0.053	0.369	0.208
O	4.093	-1.421	24.976	0.233	0.615	-0.008
O	3.42	-2.551	-1.755	-0.512	-0.232	-0.65
O	4.641	-6.936	-1.734	0.1	-0.25	0.043
O	-7.846	2.114	25.357	-0.281	-0.017	0.453
O	4.235	6.526	-6.754	-0.089	0.008	0.765
O	5.284	-4.376	-1.39	0.091	0.339	0.153
O	-1.718	-5.31	25.935	-0.252	-0.081	0.307
O	-9.907	3.487	24.452	-0.048	0.08	-0.137
O	-8.894	7.936	26.233	0.142	-0.365	0.206
O	-2.439	-1.751	-5.526	0.3	-0.456	0.619
O	-0.296	-0.348	-6.171	0.308	0.668	0.233
O	0.589	-7.389	-5.012	0.17	0.245	0.041
O	-2.775	3.025	24.615	0.023	-0.434	0.294
O	-0.059	0.931	25.375	-0.087	0.128	0.007
O	-9.403	-3.988	-5.235	-0.105	-0.2	0.548
O	-6.985	3.905	0.945	0.275	0.271	0.196
O	-0.956	4.12	26.176	-0.027	0.152	0.193
O	0.058	-0.615	-1.9	0.416	-0.458	-0.312

Results
total energy: -100341.481 eV
total energy less fixed offsets of O -438.25, Si -107.07 eV per atom: -3.031 eV
